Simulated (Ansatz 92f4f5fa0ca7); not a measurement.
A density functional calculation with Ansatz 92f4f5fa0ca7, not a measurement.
Periodic cell of 276 atoms, Si168O108, from a study of silicon, its oxide and their interface. The atomic structure is a simulated model.
Doubt: the cutoff is low for norm-conserving oxygen, so forces and energies are approximate.
Doubt: the program's own warning below bears on the result.

Settings
functional: HSE06
potential files: SPMS norm-conserving
basis: plane waves
wave-function cutoff: 800 eV
density cutoff ratio: 4
exchange-correlation grid ratio: 1
k mesh: 1 x 1 x 1, Gamma-centred
occupations: fixed
spin: none
net charge: 0

Cell vectors (angstrom)
a, 11.6015, 0, 0
b, 0, 13.3963, 0
c, 0, 0, 30.8482

Atoms: element, x, y, z (angstrom)
Si, 0.0582, -0.0949, 24.0818
Si, 3.8832, 0.0188, 24.1918
Si, 7.737, 0.0591, 23.988
Si, 1.9107, 3.4217, 24.1209
Si, 6.0011, 3.3801, 24.2054
Si, 9.6176, 3.3502, 24.2769
Si, -0.0995, 6.6773, 24.1303
Si, 3.7621, 6.6788, 24.2052
Si, 7.7023, 6.7772, 24.1612
Si, 1.9918, 9.9989, 24.1491
Si, 5.7955, 10.0695, 24.152
Si, 9.6487, 10.0673, 23.9589
Si, 0.0175, 2.1914, 24.8327
Si, 3.9211, 2.3051, 24.8033
Si, 7.7721, 2.1674, 25.1111
Si, 1.8439, 5.6024, 25.0037
Si, 5.7727, 5.6175, 24.9094
Si, 9.6042, 5.6027, 24.9915
Si, -0.0263, 8.9448, 24.8201
Si, 3.8939, 8.9114, 24.9739
Si, 7.7523, 8.993, 24.9159
Si, 1.9682, 12.2459, 24.9564
Si, 5.8387, 12.3139, 24.9016
Si, 9.6514, 12.287, 24.7978
Si, 0.0059, 2.2094, 27.2391
Si, 3.8834, 2.2629, 27.2234
Si, 7.7482, 2.1907, 27.4204
Si, 1.8943, 5.5847, 27.3442
Si, 5.7866, 5.5902, 27.2862
Si, 9.6449, 5.5929, 27.3387
Si, -0.0126, 8.9387, 27.23
Si, 3.8787, 8.9185, 27.3266
Si, 7.7459, 8.9536, 27.2903
Si, 1.9438, 12.2661, 27.3118
Si, 5.8204, 12.2879, 27.2815
Si, 9.6598, 12.2715, 27.2196
Si, 1.9532, 1.1247, 28.0569
Si, 5.7795, 1.1129, 28.0964
Si, 9.7006, 1.0842, 28.0922
Si, -0.0256, 4.4414, 28.0879
Si, 3.8537, 4.4739, 28.0815
Si, 7.7155, 4.4638, 28.0955
Si, 1.9142, 7.8279, 28.0824
Si, 5.8194, 7.8142, 28.0896
Si, 9.6719, 7.834, 28.087
Si, -0.0116, 11.1604, 28.0621
Si, 3.8853, 11.1602, 28.0852
Si, 7.7429, 11.1766, 28.0834
Si, 1.9336, 1.1164, 30.4532
Si, 5.8008, 1.1164, 30.4532
Si, 9.6679, 1.1164, 30.4532
Si, 0, 4.4654, 30.4532
Si, 3.8672, 4.4654, 30.4532
Si, 7.7343, 4.4654, 30.4532
Si, 1.9336, 7.8145, 30.4532
Si, 5.8008, 7.8145, 30.4532
Si, 9.6679, 7.8145, 30.4532
Si, 0, 11.1635, 30.4532
Si, 3.8672, 11.1635, 30.4532
Si, 7.7343, 11.1635, 30.4532
Si, 0, 0, 0.3944
Si, 3.8672, 0, 0.3944
Si, 7.7343, 0, 0.3944
Si, 1.9336, 3.3491, 0.3944
Si, 5.8008, 3.3491, 0.3944
Si, 9.6679, 3.3491, 0.3944
Si, 0, 6.6981, 0.3944
Si, 3.8672, 6.6981, 0.3944
Si, 7.7343, 6.6981, 0.3944
Si, 1.9336, 10.0472, 0.3944
Si, 5.8008, 10.0472, 0.3944
Si, 9.6679, 10.0472, 0.3944
Si, 0.0029, -0.0064, 2.7662
Si, 3.8916, -0.0056, 2.753
Si, 7.7448, -0.0061, 2.7802
Si, 1.9314, 3.35, 2.7614
Si, 5.7908, 3.363, 2.7351
Si, 9.671, 3.3624, 2.7708
Si, -0.013, 6.6952, 2.7866
Si, 3.858, 6.7003, 2.7457
Si, 7.7516, 6.7058, 2.7767
Si, 1.9202, 10.0629, 2.7613
Si, 5.7849, 10.021, 2.7588
Si, 9.6329, 10.0665, 2.7779
Si, 0.0031, 2.2219, 3.5499
Si, 3.8744, 2.2318, 3.5194
Si, 7.7185, 2.2548, 3.5006
Si, 1.9418, 5.5856, 3.558
Si, 5.8016, 5.5969, 3.5073
Si, 9.6605, 5.5798, 3.6436
Si, -0.029, 8.9555, 3.5255
Si, 3.8371, 8.9184, 3.5476
Si, 7.706, 8.9318, 3.6036
Si, 1.955, 12.3047, 3.5372
Si, 5.814, 12.2384, 3.5483
Si, 9.6802, 12.2873, 3.6287
Si, 0.0114, 2.2025, 5.9203
Si, 3.9006, 2.2205, 5.8735
Si, 7.6871, 2.2647, 5.8393
Si, 1.9653, 5.579, 5.9303
Si, 5.7943, 5.5888, 5.8557
Si, 9.6518, 5.556, 6.0703
Si, -0.0661, 8.9835, 5.8776
Si, 3.7872, 8.8813, 5.9201
Si, 7.6612, 8.9136, 6.0034
Si, 1.9896, 12.326, 5.8941
Si, 5.8235, 12.1778, 5.9197
Si, 9.701, 12.2977, 6.049
Si, 1.9954, 1.1572, 6.7314
Si, 5.8308, 1.0255, 6.5853
Si, 9.5921, 1.204, 6.6633
Si, 0.068, 4.4252, 6.6795
Si, 3.931, 4.4346, 6.6853
Si, 7.6307, 4.4525, 6.7715
Si, 1.7904, 7.8244, 6.6881
Si, 5.6941, 7.759, 6.7529
Si, 9.6358, 7.8523, 6.7293
Si, 0.122, 11.2045, 6.737
Si, 3.8383, 11.0936, 6.6856
Si, 7.7759, 11.1393, 6.831
O, 4.1358, 4.3308, 8.3249
O, 5.5475, 7.5582, 8.3957
O, 9.3177, 1.527, 8.2748
O, 9.6919, 8.0628, 8.3675
O, 2.1673, 1.2597, 8.3741
O, 5.9834, 0.8211, 8.2069
O, 1.4688, 7.9046, 8.3156
O, 0.491, 11.2457, 8.3613
O, 3.6895, 10.9423, 8.3264
O, 0.3592, 4.3099, 8.3067
O, 7.307, 4.4458, 8.4156
O, 7.7794, 11.1533, 8.4955
O, 6.5999, 3.4009, 22.6548
O, 2.2003, 9.8745, 22.5191
O, 7.7151, 0.1655, 22.3178
O, 11.3084, 6.5409, 22.496
O, 7.7276, 6.9283, 22.5092
O, 0.234, 13.0376, 22.4632
O, 9.6034, 10.049, 22.2874
O, 3.4823, 6.6353, 22.5725
O, 5.7946, 10.0331, 22.505
O, 9.2918, 3.3875, 22.6573
O, 1.743, 3.5902, 22.4942
O, 3.8622, -0.0395, 22.5539
Si, 8.9881, 10.0816, 18.0495
Si, 4.415, 10.9182, 9.7642
Si, 9.2045, 10.74, 20.8635
Si, 5.0602, 8.138, 9.8279
Si, 2.6954, 1.6923, 9.8397
Si, 7.1819, 6.2406, 21.154
Si, 10.3995, 6.6065, 18.2916
Si, 3.0934, 10.775, 12.5326
Si, 10.0552, 6.1334, 14.1794
Si, 9.7525, 1.5142, 16.1724
Si, 5.5122, 0.4851, 9.697
Si, 1.6271, 9.6681, 21.024
Si, 11.0807, 4.1802, 9.6465
Si, 7.2889, 0.8191, 20.8694
Si, 3.2941, 6.4379, 14.535
Si, 7.9546, 3.4942, 21.7543
Si, 10.1753, 1.2843, 9.6198
Si, 13.5997, 3.6684, 15.3422
Si, 8.1481, 5.0599, 9.6577
Si, -0.5628, 4.311, 16.6036
Si, 1.4305, 13.0906, 11.9487
Si, 7.4115, 1.5495, 14.0429
Si, 8.4796, 10.8534, 9.9343
Si, 5.0509, 6.0365, 11.9785
Si, 7.9386, 0.0827, 11.4111
Si, 11.6296, 12.449, 20.9703
Si, 9.0208, 7.8702, 9.823
Si, 4.0404, 8.723, 19.4518
Si, 7.6072, 4.5191, 12.7187
Si, 0.7372, 1.1048, 14.5546
Si, 4.5019, 10.4035, 15.0331
Si, 1.8374, 9.1735, 14.6147
Si, 4.091, 6.0954, 21.1725
Si, 4.4644, 13.3606, 21.0671
Si, 1.9071, 1.1559, 19.5767
Si, 5.0019, 7.9199, 16.6484
Si, 2.8569, 1.2204, 16.5669
Si, 8.0548, 13.1026, 17.9852
Si, 7.4898, 7.597, 18.3362
Si, 11.4181, 11.9555, 9.6451
Si, 5.9858, 10.5668, 20.9946
Si, 10.75, 8.4704, 16.0458
Si, 5.5808, 13.3111, 15.9611
Si, 2.0763, 7.3449, 9.6988
Si, 1.9542, 4.063, 20.9661
Si, 3.3936, 4.5794, 9.7358
Si, 0.2245, 6.7423, 20.9817
Si, 11.3922, 6.5927, 11.4553
O, 9.2353, 0.6516, 17.4253
O, 9.2781, 0.7737, 10.8429
O, 1.0344, 4.1633, 16.5284
O, 2.6231, 12.3153, 12.7112
O, 6.2426, 5.3654, 12.822
O, 1.0412, 5.375, 20.6125
O, 10.5733, 5.0664, 15.2596
O, 5.156, 11.8138, 15.4798
O, 2.5212, 3.2736, 10.1098
O, 1.1019, 2.6971, 14.3664
O, 7.8822, 0.4158, 12.983
O, 5.5872, 7.2956, 11.1031
O, 3.2466, 0.4315, 20.1296
O, 3.4508, 4.6631, 20.7639
O, 1.9272, 9.785, 13.1019
O, 4.2651, 1.4219, 10.033
O, 4.0908, 8.5437, 17.8445
O, 5.1089, 11.9072, 20.7489
O, -0.0293, 5.0801, 10.8867
O, 4.2957, 6.7437, 15.7771
O, 9.6735, 9.9141, 19.5289
O, 7.3149, 3.0266, 13.3269
O, 5.6489, 5.8437, 21.3883
O, 7.9371, 6.6676, 9.7197
O, 7.9326, 4.3874, 11.119
O, 10.2748, 2.9178, 16.7224
O, 9.877, 9.6214, 16.7794
O, 7.2781, 7.2259, 19.8931
O, 10.9523, 2.6261, 10.0706
O, 6.0748, 0.9205, 14.762
O, 3.9951, 6.5325, 13.0854
O, 8.8514, 6.8581, 17.911
O, 11.1819, 6.4498, 13.0484
O, 1.073, 7.4599, 10.9629
O, 8.349, 9.2705, 10.2957
O, 11.2803, 7.5321, 17.2749
O, 0.7165, 10.9845, 20.7513
O, 6.7278, -0.1711, 17.0829
O, 4.2835, 0.5167, 16.6967
O, 0.3617, 9.226, 15.2703
O, 2.7996, 9.6481, 19.9115
O, 6.6888, 0.8254, 10.7229
O, 5.397, 9.4429, 19.9829
O, 7.9185, 11.8834, 11.0704
O, 0.5671, 0.4009, 13.1135
O, 7.9865, 4.8649, 20.9066
O, 10.1016, 7.3795, 10.905
O, 2.1777, 7.5939, 14.5935
O, 10.0551, 11.1494, 9.8542
O, 11.1953, 13.5008, 9.2253
O, 4.4106, 4.9658, 10.9362
O, 0.9455, 8.1981, 20.9508
O, 2.6445, 4.9562, 14.6227
O, 10.9658, 0.8398, 15.3584
O, 10.0338, 12.1536, 20.7767
O, 7.6541, 9.1814, 18.1134
O, 2.3862, 5.792, 9.4811
O, 3.1192, 2.7334, 16.0335
O, 10.6702, 6.8734, 19.8562
O, 8.5897, 11.6036, 17.8315
O, 1.9398, 0.4752, 15.4476
O, 5.1446, 12.3317, 9.9178
O, 6.2665, 7.1896, 17.3629
O, 8.7583, 5.4118, 13.4776
O, 7.7199, 13.4173, 19.5338
O, 4.438, 10.4601, 13.4
O, 8.5222, 1.7251, 15.1761
O, 2.0646, 1.227, 17.972
O, 3.3641, 10.6522, 10.9536
O, 5.6806, 1.0102, 20.9049
O, 10.7326, 5.0775, 17.9747
O, 3.8592, 7.2374, 20.0661
O, 9.8794, 7.5493, 14.9949
O, 5.3676, 9.1655, 15.6475
O, 0.6286, 11.9925, 11.0464
O, 3.4508, 8.1149, 9.9702
O, 7.9639, 2.2694, 20.7241
O, 9.6633, 4.7897, 9.2059
O, 0.6446, 0.1891, 19.9726
O, 1.723, 2.7, 20.1025
O, 5.4846, 9.7014, 9.8599
O, 7.5748, 10.8618, 20.7766
O, 1.9324, 0.8476, 10.9594
O, 2.9455, 10.0556, 15.4513

Results
free energy: -67415.444 eV
free energy less fixed offsets of O -447.96, Si -113.29 eV per atom: -3.044 eV
gap between the highest filled and lowest empty level on this k mesh: 1.428 eV

The program warned: the cutoff lies below the one the program advises for these potential files; the model core charge is not resolved on the grid; the forces do not sum to zero within the program's tolerance; the exchange-correlation potential is rough where the density is thin.
